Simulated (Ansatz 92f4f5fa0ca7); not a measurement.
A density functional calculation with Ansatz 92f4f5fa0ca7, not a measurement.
Periodic cell of 288 atoms, Si196O92, from a study of silicon, its oxide and their interface. The atomic structure is a simulated model.
Doubt: the cutoff is far below the 930 eV that the study's wrapper takes by default for these files, so forces and energies are approximate.
This geometry differs little from another in the collection (a relaxation step or a small displacement).

Settings
functional: PBE
potential files: Ansatz PAW
basis: plane waves
wave-function cutoff: 580 eV
density cutoff ratio: 5
exchange-correlation grid ratio: 1
k mesh: 1 x 1 x 1, Gamma-centred
self-consistency stop: 5e-08 eV per atom in the density residual
occupations: fixed
spin: none
net charge: 0

Cell vectors (angstrom)
a, 11.6015, 0, 0
b, 0, 10.938, 0
c, 0, 0, 40.5623

Atoms: element, x, y, z (angstrom)
Si, 0, 0, 0.9665
Si, 3.8672, 0, 0.9665
Si, 7.7343, 0, 0.9665
Si, 1.9336, 1.3673, 0.9665
Si, 5.8008, 1.3673, 0.9665
Si, 9.6679, 1.3673, 0.9665
Si, 0, 5.469, 0.9665
Si, 3.8672, 5.469, 0.9665
Si, 7.7343, 5.469, 0.9665
Si, 1.9336, 6.8362, 0.9665
Si, 5.8008, 6.8362, 0.9665
Si, 9.6679, 6.8362, 0.9665
Si, 1.9336, 2.7345, 39.5952
Si, 5.8008, 2.7345, 39.5952
Si, 9.6679, 2.7345, 39.5952
Si, 0, 4.1018, 39.5952
Si, 3.8672, 4.1018, 39.5952
Si, 7.7343, 4.1018, 39.5952
Si, 1.9336, 8.2035, 39.5952
Si, 5.8008, 8.2035, 39.5952
Si, 9.6679, 8.2035, 39.5952
Si, 0, 9.5708, 39.5952
Si, 3.8672, 9.5708, 39.5952
Si, 7.7343, 9.5708, 39.5952
Si, 0, 0, 4.8337
Si, 3.8672, 0, 4.8337
Si, 7.7343, 0, 4.8337
Si, 1.9336, 1.3673, 4.8337
Si, 5.8008, 1.3673, 4.8337
Si, 9.6679, 1.3673, 4.8337
Si, 0, 5.469, 4.8337
Si, 3.8672, 5.469, 4.8337
Si, 7.7343, 5.469, 4.8337
Si, 1.9336, 6.8362, 4.8337
Si, 5.8008, 6.8362, 4.8337
Si, 9.6679, 6.8362, 4.8337
Si, 1.9336, 2.7345, 2.9001
Si, 5.8008, 2.7345, 2.9001
Si, 9.6679, 2.7345, 2.9001
Si, 0, 4.1018, 2.9001
Si, 3.8672, 4.1018, 2.9001
Si, 7.7343, 4.1018, 2.9001
Si, 1.9336, 8.2035, 2.9001
Si, 5.8008, 8.2035, 2.9001
Si, 9.6679, 8.2035, 2.9001
Si, 0, 9.5708, 2.9001
Si, 3.8672, 9.5708, 2.9001
Si, 7.7343, 9.5708, 2.9001
Si, -0.1779, -0.142, 30.1652
Si, 3.8189, -0.0155, 30.156
Si, 7.6336, -0.0269, 29.8225
Si, 1.7796, 1.1163, 29.9739
Si, 5.5946, 1.4468, 29.7135
Si, 9.5924, 1.2713, 29.8484
Si, 0.2769, 5.3393, 30.1308
Si, 4.0413, 5.7236, 29.8605
Si, 7.8219, 5.5734, 29.8476
Si, 1.9487, 6.9422, 30.0367
Si, 5.952, 7.0551, 29.9865
Si, 9.9095, 6.6639, 30.0742
Si, 1.9847, 2.6901, 31.7834
Si, 5.8021, 2.7778, 31.7191
Si, 9.6352, 2.7162, 31.7586
Si, 0.0328, 3.9572, 31.9517
Si, 3.8732, 4.1766, 31.7407
Si, 7.7432, 4.1314, 31.7591
Si, 2.0144, 8.2263, 31.9965
Si, 5.8746, 8.3059, 31.9612
Si, 9.6503, 8.1439, 31.939
Si, -0.0046, 9.4482, 32.0381
Si, 3.9191, 9.6027, 32.0692
Si, 7.7718, 9.6668, 31.8957
Si, 0.0173, 0.0304, 33.8247
Si, 3.9178, 0.0616, 33.9115
Si, 7.7574, 0.0552, 33.8212
Si, 1.9751, 1.3704, 33.7717
Si, 5.8308, 1.4309, 33.7323
Si, 9.682, 1.3938, 33.7539
Si, -0.0086, 5.4483, 33.8014
Si, 3.88, 5.4457, 33.7613
Si, 7.7211, 5.4332, 33.766
Si, 1.9445, 6.7875, 33.838
Si, 5.8123, 6.8184, 33.7937
Si, 9.6385, 6.7918, 33.8445
Si, 1.9426, 2.7405, 35.7128
Si, 5.8157, 2.7397, 35.7146
Si, 9.6789, 2.7396, 35.7124
Si, 0.0075, 4.1003, 35.7388
Si, 3.8835, 4.0995, 35.7156
Si, 7.7403, 4.0965, 35.721
Si, 1.9407, 8.2023, 35.7349
Si, 5.8157, 8.1925, 35.7271
Si, 9.6687, 8.206, 35.7368
Si, 0.0063, 9.5746, 35.7368
Si, 3.8873, 9.5573, 35.7647
Si, 7.7365, 9.5783, 35.7256
Si, 0, 0, 37.6616
Si, 3.8672, 0, 37.6616
Si, 7.7343, 0, 37.6616
Si, 1.9336, 1.3673, 37.6616
Si, 5.8008, 1.3673, 37.6616
Si, 9.6679, 1.3673, 37.6616
Si, 0, 5.469, 37.6616
Si, 3.8672, 5.469, 37.6616
Si, 7.7343, 5.469, 37.6616
Si, 1.9336, 6.8362, 37.6616
Si, 5.8008, 6.8362, 37.6616
Si, 9.6679, 6.8362, 37.6616
Si, 1.9402, 2.7394, 6.7654
Si, 5.783, 2.7112, 6.7996
Si, 9.6545, 2.7482, 6.7434
Si, -0.0041, 4.1022, 6.7631
Si, 3.8765, 4.103, 6.7729
Si, 7.7019, 4.0904, 6.7624
Si, 1.9418, 8.2039, 6.7564
Si, 5.7905, 8.2087, 6.7813
Si, 9.6403, 8.2202, 6.7444
Si, 0.0031, 9.5543, 6.7392
Si, 3.8623, 9.5841, 6.8006
Si, 7.7085, 9.5845, 6.7732
Si, 0.0183, 0.0051, 8.6373
Si, 3.8599, -0.0177, 8.7827
Si, 7.7081, 0.02, 8.7108
Si, 1.9492, 1.3886, 8.709
Si, 5.7659, 1.3642, 8.7777
Si, 9.6714, 1.3299, 8.621
Si, -0.0352, 5.5199, 8.6595
Si, 3.8913, 5.4839, 8.6994
Si, 7.6758, 5.4381, 8.7037
Si, 1.9496, 6.8139, 8.6655
Si, 5.7927, 6.8781, 8.7469
Si, 9.5933, 6.821, 8.6376
Si, 1.9266, 2.8946, 10.5534
Si, 5.7103, 2.6656, 10.7852
Si, 9.6728, 2.6774, 10.5226
Si, -0.0607, 4.1633, 10.5708
Si, 3.9086, 4.2077, 10.6865
Si, 7.6983, 3.9545, 10.5695
Si, 1.9648, 8.1692, 10.5823
Si, 5.8224, 8.2227, 10.7359
Si, 9.5897, 8.2029, 10.5314
Si, -0.0152, 9.4379, 10.4457
Si, 3.8508, 9.6028, 10.7902
Si, 7.6943, 9.6749, 10.6907
Si, -0.0225, -0.1259, 12.2883
Si, 3.5652, 0.0773, 12.7839
Si, 7.6168, 0.1538, 12.6994
Si, 1.7066, 1.4681, 12.3734
Si, 5.5623, 1.4426, 12.9359
Si, 9.6887, 1.2761, 12.4315
Si, 0.0111, 5.5289, 12.5282
Si, 4.0069, 5.6228, 12.6562
Si, 7.8896, 5.2261, 12.4976
Si, 1.9809, 6.8313, 12.5347
Si, 6.0961, 6.7978, 12.6729
Si, 9.6337, 6.8219, 12.4402
O, 9.2907, 7.899, 13.6736
O, 12.9395, -3.0362, 28.803
O, 14.9176, 5.8172, 18.0267
O, 3.0014, 10.1611, 14.1381
O, 10.1627, 2.239, 13.6958
O, 17.8302, 4.7516, 15.4638
O, 1.2933, 2.2928, 13.7844
O, 11.4138, -13.5064, 26.5709
O, 8.8463, 5.5629, 15.826
O, 11.1464, 6.9808, 24.3497
O, 5.4126, 2.4534, 14.2848
O, 1.8866, 7.7737, 13.8966
O, 4.9404, 11.9191, 24.4324
O, 7.1264, -1.7038, 26.3341
O, 9.5789, 5.1792, 26.4204
O, 6.0417, 0.1884, 22.1366
O, -4.5821, 16.4369, 25.7322
O, -1.3042, 7.6012, 28.7727
O, 9.8729, 1.8604, 28.2978
O, 7.7184, 4.8193, 28.328
O, 7.0671, -19.6903, 23.6429
O, 4.5604, 4.9351, 28.4782
O, 3.9282, 9.7894, 28.9446
O, 13.5124, 10.1071, 27.178
Si, 30.5141, -13.3685, 27.775
Si, 0.2669, 8.2279, 16.961
Si, 13.0891, -10.1934, 26.927
Si, 8.2688, -11.8729, 25.4492
Si, 10.9775, -13.415, 25.0089
Si, -4.8622, -6.5743, 20.1769
Si, 28.2187, 21.9504, 20.8895
Si, 11.4893, 13.9207, 14.2728
Si, 0.3423, -8.8233, 19.9016
Si, 14.7371, -17.6425, 17.589
Si, 17.2319, 6.1417, 22.2408
Si, 12.9025, -6.3278, 21.15
Si, -3.495, 5.6418, 26.9429
Si, -3.8089, -7.9971, 22.4203
Si, 9.9637, 6.0364, 16.919
Si, -3.7794, -6.5689, 15.4126
Si, 3.4231, -1.4203, 27.4425
Si, 14.6391, -4.0129, 26.0446
Si, 9.008, 8.5883, 17.4479
Si, 4.4082, 3.599, 27.5419
Si, 13.2225, -1.6482, 14.428
Si, 3.4672, 8.3052, 21.3762
Si, 1.4628, -6.4659, 27.2517
Si, 21.644, -9.5754, 26.7394
Si, 14.71, 2.5176, 20.2887
Si, -0.5575, -5.1443, 23.2563
Si, 30.5088, -0.1361, 18.961
Si, -5.2643, 0.7298, 23.6327
Si, 8.3893, 5.738, 21.9449
Si, 4.922, 3.8513, 15.0295
Si, 1.9696, -12.9301, 23.8187
Si, -0.0709, -2.4683, 28.1823
Si, 0.1266, -7.3523, 17.2289
Si, 9.2635, 12.4633, 20.3631
Si, 22.0591, -6.888, 25.6295
Si, 7.7177, -19.2095, 18.0132
Si, -3.6276, 8.5304, 14.4139
Si, 15.297, 22.098, 25.1281
Si, -6.0863, -16.7513, 25.2054
Si, 13.8851, -4.2364, 18.9717
O, 15.0793, -3.0067, 27.2275
O, -3.83, -0.8365, 14.0199
O, -4.1928, -11.2629, 24.2302
O, 3.9366, -6.2825, 14.0106
O, 12.2971, 4.5785, 28.6935
O, -0.3063, -0.9401, 28.701
O, 23.3502, -7.4241, 20.7507
O, -7.241, -22.5344, 26.3419
O, 19.7783, 4.433, 22.9206
O, 22.7565, -4.0029, 16.2062
O, -2.4949, -8.7755, 21.8555
O, -6.5127, -19.5562, 28.3396
O, 9.6978, 13.5546, 25.7526
O, 7.1656, -4.1653, 22.3249
O, 10.633, 4.4435, 24.065
O, 6.6627, 3.8039, 18.6361
O, 24.4188, 7.636, 18.1571
O, 0.8428, 16.388, 22.4738
O, -2.6321, 11.1377, 26.386
O, 25.7628, 1.2334, 25.7657
O, -7.0474, 7.3604, 22.1804
O, -3.384, 7.2079, 27.3842
O, 7.9534, -1.2918, 28.7657
O, 11.5146, -6.3695, 13.885
O, 15.0033, -7.7028, 18.8529
O, 13.0477, -27.1556, 19.9111
O, 6.5904, -3.2186, 14.0045
O, 16.7154, 14.7044, 26.06
O, -7.2703, -9.3859, 20.7156
O, 13.5253, -5.028, 26.6446
O, 7.9753, 9.4634, 18.3359
O, -0.0414, -10.0887, 26.4
O, 14.5781, -0.7272, 24.0136
O, 14.3029, -7.2001, 21.346
O, 19.8822, -2.4093, 15.9948
O, 12.0382, -1.5373, 24.1753
O, 10.5718, -1.7819, 17.4442
O, 14.7783, -3.2617, 19.913
O, 1.8212, -9.4291, 20.1813
O, 3.9504, -1.1007, 21.1816
O, 9.1722, -3.91, 17.9727
O, 6.7794, 3.0287, 21.1296
O, 25.3101, -24.4076, 22.2839
O, 14, 7.7182, 24.7939
O, -10.3606, -1.8074, 16.0077
O, -2.6452, 2.5711, 19.1053
O, 9.9016, 17.2052, 22.1659
O, 11.9189, -0.9746, 13.6984
O, 30.3648, 12.0625, 17.9047
O, 1.6303, 12.4747, 28.3532
O, -0.7887, -20.8421, 20.3042
O, 13.2109, -17.6743, 17.0297
O, 14.3927, -7.41, 27.303
O, -2.1529, -1.9171, 24.8683
O, 19.8841, 11.1915, 20.2049
O, 11.7809, -19.4643, 18.3234
O, 8.0791, -7.805, 16.4801
O, 4.1051, -7.2881, 16.4184
O, 31.3306, -5.7023, 20.3967
O, 17.0414, 5.1377, 23.5522
O, 4.4208, -15.6359, 25.6034
O, 5.8175, -0.4066, 19.5483
O, -0.3163, -19.0212, 15.8634
O, -6.0784, -5.6496, 20.8095
O, 0.3537, 3.8508, 26.2457
O, 22.2526, -6.1874, 17.6405
O, 19.6779, 15.0888, 13.7985
O, 5.9903, 7.9363, 28.5492

Results
free energy: -176914.494 eV
free energy less fixed offsets of O -568.88, Si -635.61 eV per atom: 2.026 eV

Forces (eV/angstrom), in the order of the atoms: element, x, y, z
Si, -0.0005, 0.0098, -0.0105
Si, -0.001, 0.033, 0.0114
Si, 0.0054, 0.0417, -0.0041
Si, -0.0048, -0.0458, 0.0026
Si, 0.0013, -0.0771, 0.0113
Si, 0.0054, -0.0349, -0.0084
Si, 0.0006, 0.0307, 0.006
Si, -0.0073, 0.0518, 0.0062
Si, 0.0043, 0.046, 0.0022
Si, -0.0072, -0.0265, -0.008
Si, -0.0002, -0.0474, -0.0038
Si, 0.0045, -0.0135, -0.0093
Si, 0.0033, 0.0439, -0.0123
Si, 0.0012, 0.0711, -0.0183
Si, 0.0022, 0.0416, -0.0131
Si, -0.0011, -0.0169, 0.0057
Si, -0.0009, -0.0429, -0.0076
Si, 0.0108, -0.0446, -0.0164
Si, 0.0065, 0.0179, 0.0142
Si, -0.001, 0.0418, 0.0012
Si, 0.0064, 0.006, 0.009
Si, 0.0031, -0.0074, 0.0179
Si, -0.0062, 0.0064, 0.0361
Si, 0.0098, -0.0363, 0.0059
Si, -0.0006, 0.0231, -0.117
Si, 0.0158, 0.0365, 0.1542
Si, -0.0452, 0.0912, 0.0148
Si, 0.018, -0.0141, -0.009
Si, -0.0232, -0.0938, 0.1231
Si, -0.0208, -0.0214, -0.1165
Si, 0.0183, 0.0401, -0.0175
Si, 0.0228, 0.0322, 0.0181
Si, -0.0538, 0.0193, 0.0142
Si, 0.0391, -0.057, -0.0547
Si, -0.0253, -0.0102, 0.0933
Si, -0.0319, -0.0116, -0.0792
Si, -0.0044, 0.029, -0.0105
Si, -0.0078, 0.0908, 0.0245
Si, 0.005, 0.002, -0.0213
Si, -0.01, -0.0174, -0.0157
Si, 0.0016, -0.0436, 0.0052
Si, -0.0001, -0.0293, -0.0067
Si, -0.0007, 0.0161, -0.0089
Si, -0.0023, 0.0517, 0.0159
Si, -0.0041, -0.011, -0.0255
Si, -0.0004, 0.0133, -0.0226
Si, -0.0134, -0.0581, 0.0266
Si, 0.0048, -0.044, 0.0104
Si, -0.0036, -0.0098, 0.0202
Si, -0.02, 0.0001, 0.0149
Si, -0.0093, 0.0112, 0.0048
Si, 0.0079, 0.0227, 0.0079
Si, 0.0072, -0.0024, 0.0006
Si, 0.0133, 0.0053, 0.0142
Si, 0.0019, -0.0099, 0.0121
Si, 0.0171, -0.0033, -0.0061
Si, -0.0131, 0.0032, 0.0052
Si, -0.0227, -0.0094, 0.0108
Si, -0.0048, -0.015, 0.0195
Si, -0.0091, -0.0029, 0.0178
Si, -0.0058, -0.0134, -0.0183
Si, 0.0117, 0.0006, -0.0158
Si, -0.0085, -0.0062, -0.0144
Si, 0.0134, 0.0041, -0.0194
Si, -0.01, 0.0006, -0.0118
Si, 0.0045, 0.0056, -0.0091
Si, 0.0293, 0.0217, -0.0059
Si, 0.0024, 0.0129, -0.0245
Si, 0.0315, 0.0085, -0.0143
Si, -0.0201, -0.0146, -0.0179
Si, -0.0035, -0.0199, -0.0071
Si, -0.006, -0.0057, -0.0022
Si, 0.0032, 0.0044, 0.0088
Si, -0.0061, 0.0111, 0.0015
Si, 0.0059, 0.0119, -0.0044
Si, 0.0079, -0.0122, 0.0094
Si, -0.0088, -0.0104, 0.0027
Si, -0.0029, -0.0122, 0.0016
Si, 0.001, 0.0009, 0.0063
Si, -0.0056, 0.006, 0.0038
Si, -0.0079, 0.0062, -0.0005
Si, -0.0057, -0.0151, -0.0027
Si, 0.0066, -0.0052, 0.0045
Si, -0.0053, -0.0068, 0.0022
Si, 0.001, 0.0026, 0.0043
Si, 0.0026, 0.0077, 0.0052
Si, 0.0025, 0.0044, 0.007
Si, -0.0015, -0.0022, 0.0092
Si, -0.0011, -0.0074, 0.0072
Si, -0.0013, -0.0037, 0.0056
Si, 0.0003, -0.001, 0.0113
Si, -0.002, -0.0053, 0.0088
Si, 0.002, -0.0028, 0.0068
Si, -0.0012, 0.0074, 0.0016
Si, -0.0005, 0.0042, 0.0028
Si, -0.0013, -0.0018, 0.0067
Si, -0.0006, 0.0249, 0.0945
Si, 0.0165, 0.0252, 0.2271
Si, -0.0105, 0.0357, 0.0355
Si, 0.0125, -0.0244, -0.135
Si, 0.0041, -0.0752, -0.1473
Si, 0.0004, -0.0359, -0.1426
Si, 0.0149, 0.0675, 0.0283
Si, 0.0105, 0.0395, -0.11
Si, 0.0153, 0.0516, -0.0872
Si, 0.0023, -0.0229, 0.0833
Si, 0.0357, -0.0683, 0.0372
Si, -0.0116, 0, 0.0901
Si, 0.0004, -0.0048, -0.0039
Si, -0.0013, 0.0038, -0.0072
Si, 0.0013, -0.0045, -0.0025
Si, 0.0001, 0.0018, -0.0048
Si, -0.0004, -0.0007, -0.0029
Si, 0.0015, 0.0007, -0.0044
Si, -0.0006, -0.0031, -0.0048
Si, 0.0007, -0.001, -0.0024
Si, -0.0005, -0.0008, -0.0052
Si, 0.0002, 0.0066, -0.0048
Si, 0.0012, 0.0002, -0.0067
Si, -0.0006, 0.0013, -0.0041
Si, 0.0008, 0.0024, -0.0012
Si, 0.0054, 0.0137, -0.0031
Si, 0.0062, 0.0068, -0.0054
Si, 0.0001, -0.0024, -0.0059
Si, -0.0025, -0.0133, -0.0049
Si, 0.0014, -0.0076, -0.0098
Si, 0.0014, 0.0037, -0.0048
Si, 0.0022, 0.0094, -0.007
Si, -0.0018, 0.0083, -0.0089
Si, -0.0038, -0.0064, -0.0061
Si, -0.0015, -0.0088, -0.0043
Si, -0.0002, -0.0044, 0.0034
Si, -0.0099, 0.0004, 0.0186
Si, -0.0134, 0.0076, 0.0184
Si, -0.0152, 0.0027, 0.0082
Si, 0.0083, 0.0013, 0.0121
Si, 0.003, -0.006, 0.011
Si, 0.0157, -0.01, 0.013
Si, -0.0055, 0.0095, 0.0133
Si, 0.0102, 0.0073, 0.0119
Si, 0.0154, -0.0018, 0.0046
Si, -0.0061, -0.0026, 0.0142
Si, -0.0016, -0.0043, 0.0116
Si, -0.0159, -0.0137, 0.0074
Si, 0.0122, -0.0158, -0.0195
Si, 0.0019, 0.0011, -0.0115
Si, -0.0065, 0.0147, -0.003
Si, -0.0124, 0.0103, -0.0169
Si, 0.0029, -0.0116, -0.0173
Si, 0.0036, 0.0149, -0.0056
Si, 0.0066, -0.0115, -0.0001
Si, -0.0056, -0.0032, -0.0155
Si, 0.0064, -0.0015, -0.0049
Si, 0.0056, 0.0071, -0.0062
Si, 0.001, 0.0001, -0.0113
Si, -0.0077, 0.0116, -0.0103
O, -0.0119, 0.0042, 0.0002
O, -0.0188, 0.0137, -0.0001
O, -0.0002, 0.0017, -0.0079
O, -0.0145, -0.0162, 0.0069
O, 0.0176, 0.0126, 0.001
O, 0.006, -0.0098, -0.0117
O, -0.0101, 0.0104, 0.0047
O, -0.0007, 0.0033, -0.0064
O, 0.0059, 0.0071, -0.003
O, 0.0027, -0.0081, 0.0022
O, -0.001, 0.0249, 0.0112
O, -0.0024, 0.0059, -0.0016
O, 0.0073, -0.0013, 0.007
O, 0.0056, 0.0032, -0.0044
O, 0.0061, -0.0028, 0.0078
O, -0.0027, -0.0016, 0
O, -0.0119, -0.0014, 0.0026
O, 0.0233, 0.0126, -0.009
O, 0, -0.0009, -0.0219
O, 0.004, 0.0002, -0.0191
O, 0.0002, 0.0004, 0.0057
O, 0.005, -0.0087, 0.0211
O, -0.0065, -0.003, -0.012
O, 0.0073, 0.0042, 0.0055
Si, 0.0032, 0.0016, 0.0042
Si, 0.0113, 0.0051, 0.0124
Si, -0.0069, 0.0121, 0.0042
Si, -0.0009, 0.0004, -0.0102
Si, -0.0026, 0.0025, -0.0078
Si, -0.003, -0.004, -0.0013
Si, -0.0003, -0.004, 0.0041
Si, -0.0113, -0.0108, 0.0031
Si, -0.0037, 0.0008, -0.0004
Si, -0.0002, -0.004, 0.0037
Si, -0.003, -0.0052, 0.003
Si, -0.0049, 0.0043, 0.0025
Si, -0.0051, -0.0029, 0.0053
Si, -0.0037, -0.0029, -0.0009
Si, -0.0033, 0.0001, 0.0163
Si, -0.0125, -0.0125, 0.002
Si, 0.003, -0.0069, 0.0021
Si, -0.0057, -0.0144, -0.0134
Si, -0.0051, -0.0048, 0.0111
Si, 0.0066, -0.0169, 0.0071
Si, 0.013, 0.0061, 0.0014
Si, 0.0018, 0.002, 0.0003
Si, -0.001, -0.002, 0.0102
Si, -0.0011, 0.0034, 0.0027
Si, 0.0038, 0.0008, -0.0008
Si, 0.0009, -0.0058, -0.0009
Si, 0.0003, -0.0038, 0.0085
Si, 0.0029, -0.0044, -0.0091
Si, -0.001, -0.0025, 0.0003
Si, 0.0038, 0.0005, 0.0014
Si, 0.0019, 0.004, -0.0114
Si, -0.0054, -0.0087, 0.0093
Si, -0.001, -0.0062, 0.0005
Si, -0.001, 0.0016, 0.0024
Si, -0.0019, -0.0028, -0.0164
Si, -0.0007, 0.0061, 0.004
Si, -0.0118, 0.0076, -0.0066
Si, -0.0023, 0.001, -0.0198
Si, 0.0024, -0.0101, -0.007
Si, -0.0047, 0.0042, 0.0059
O, 0, 0.0017, 0.0056
O, 0.0023, -0.029, 0.0049
O, -0.0075, 0.0061, -0.0005
O, 0.0123, -0.0121, 0.0066
O, 0.0144, -0.01, -0.0136
O, -0.0046, -0.0121, -0.0049
O, 0.0007, 0.0027, 0
O, -0.0016, 0.0056, 0.0053
O, -0.0016, -0.0002, 0.0015
O, -0.0034, -0.0017, -0.0122
O, 0.0008, -0.0005, 0.0018
O, -0.0127, 0.0304, -0.0129
O, -0.003, 0.002, 0.0067
O, -0.001, 0.0003, 0.0024
O, 0.0029, 0.0061, -0.0006
O, -0.0002, 0.0018, 0.0003
O, 0.0068, -0.0071, -0.001
O, 0.0026, -0.0036, -0.0028
O, -0.0045, -0.0074, 0.0036
O, 0.0064, -0.0025, 0.0128
O, -0.0024, 0.0019, -0.0005
O, -0.0052, 0.0015, 0.0096
O, -0.0113, -0.0201, -0.0011
O, 0.0025, -0.0057, -0.0015
O, -0.0024, -0.0063, 0.0036
O, -0.0005, -0.0044, 0.0003
O, 0.0243, 0.0168, 0.0063
O, 0.0082, 0.0118, -0.008
O, -0.0028, 0.002, -0.0015
O, 0.0118, 0.0079, 0.0037
O, -0.0017, 0.0041, -0.0054
O, 0.0028, -0.0036, 0.0063
O, -0.0055, -0.0089, 0.0098
O, 0.0023, 0.0007, 0.0013
O, 0.0119, -0.0003, 0.0092
O, 0.0071, -0.0001, 0.0066
O, -0.004, 0.0042, -0.0105
O, 0.0006, -0.0002, 0.0007
O, 0.0002, -0.0032, -0.0032
O, 0.0024, -0.0046, -0.002
O, -0.0002, -0.0012, -0.008
O, -0.0004, 0.0016, -0.0009
O, -0.0003, -0.0022, -0.0016
O, -0.0042, 0.0073, 0.0016
O, -0.0113, -0.0051, 0.0018
O, 0.0022, -0.0046, -0.0003
O, -0.001, 0.0016, 0.0001
O, 0.0039, -0.0073, 0.0066
O, 0.0003, -0.005, -0.0067
O, -0.003, -0.0144, -0.0155
O, 0.0025, -0.0034, -0.0031
O, 0.0028, -0.0042, -0.0079
O, -0.0078, 0.0097, 0.0098
O, 0.0011, -0.0033, 0.0087
O, 0.0026, 0.002, -0.0022
O, 0.0023, -0.0041, 0.0013
O, -0.0031, 0.0022, -0.0058
O, -0.0074, 0.004, 0.0053
O, 0.001, -0.001, -0.0037
O, -0.001, 0.004, -0.0036
O, 0.0033, -0.0046, 0.0112
O, -0.0011, -0.0012, -0.0049
O, 0.0022, 0.0072, 0.0055
O, 0.0005, -0.0006, -0.0004
O, -0.0037, -0.0011, 0.0042
O, 0.0021, -0.0018, -0.0086
O, -0.0048, 0.0026, 0.0123
O, 0.014, 0.0083, -0.0065

The program warned: the cutoff lies below the one the program advises for these potential files; the forces do not sum to zero within the program's tolerance; the exchange-correlation potential is rough where the density is thin.
